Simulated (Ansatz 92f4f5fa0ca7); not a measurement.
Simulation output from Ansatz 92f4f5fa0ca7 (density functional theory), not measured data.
Periodic cell of 211 atoms, Si128O83, from a study of silicon, its oxide and their interface. The atomic structure is a simulated model.
This geometry differs little from another in the collection (a relaxation step or a small displacement).

Settings
functional: r2SCAN
potential files: Ansatz PAW
basis: plane waves
wave-function cutoff: 800 eV
density cutoff ratio: 5
exchange-correlation grid ratio: 1
k mesh: 1 x 1 x 1, shifted by 0.5 0.5 0 of a step
self-consistency stop: 1e-10 eV per atom in the density residual
occupations: fixed
spin: none
net charge: 0

Cell vectors (angstrom)
a 10.88 0 0
b 0 10.88 0
c -3.7613 3.5136 30.4108

Atoms: element, x, y, z (angstrom)
Si 7.8448 10.398 -4.7968
Si 10.2727 8.699 0.1385
Si 8.4829 10.268 0.0799
Si 11.2669 3.0003 -0.3323
Si 3.438 4.9694 0.2243
Si 6.1112 7.4673 0.1505
Si 13.5718 11.7579 -0.3196
Si 5.0596 3.1974 0.2234
Si 9.493 6.8524 1.3775
Si 12.1615 9.5135 1.2502
Si 9.3343 1.2044 1.3326
Si 12.3826 4.1974 1.3278
Si 4.3033 6.7139 1.468
Si 6.8108 9.3557 1.3847
Si 14.8893 12.425 1.4921
Si 6.7629 4.0929 1.53
Si 8.1804 8.1451 2.8592
Si 10.9002 10.9167 2.7054
Si 8.111 2.6265 2.7434
Si 10.9288 5.4878 2.6508
Si 13.6147 8.1393 2.5761
Si 16.2804 10.8548 2.6204
Si 13.5194 13.6739 2.8649
Si 5.4811 5.4132 2.9731
Si 6.845 6.7995 4.2198
Si 9.5637 9.5463 4.1247
Si 6.74 1.2986 4.0941
Si 9.5428 4.0605 3.9875
Si 12.2709 6.8253 4.0482
Si 14.9311 9.505 3.9907
Si 12.1903 12.2536 4.13
Si 14.9257 4.0837 4.2339
Si 8.2214 5.392 5.4357
Si 10.9203 8.1614 5.4565
Si 8.1515 -0.0001 5.4711
Si 10.8408 2.7425 5.4371
Si 13.5761 5.4894 5.5101
Si 16.2953 8.1935 5.4265
Si 13.5959 10.8588 5.3888
Si 16.3084 13.5575 5.5014
Si 9.5292 6.7759 6.7844
Si 12.2833 9.5302 6.8053
Si 9.5139 1.3903 6.8168
Si 12.1937 4.0819 6.804
Si 14.9736 6.8525 6.8237
Si 6.7759 9.5071 6.8072
Si 14.9183 12.1896 6.7985
Si 6.8459 4.0637 6.8036
Si 8.1469 8.1268 8.139
Si 10.9082 10.8977 8.1414
Si 8.1908 2.74 8.2089
Si 10.8329 5.4177 8.1605
Si 13.6361 8.2007 8.2028
Si 5.4013 10.8527 8.1546
Si 13.5445 2.6789 8.13
Si 16.3698 5.4719 8.123
Si 6.8246 6.7941 9.5758
Si 9.534 9.5113 9.4325
Si 6.7901 1.3298 9.4336
Si 9.5355 4.0965 9.6276
Si 12.1976 6.8047 9.4128
Si 14.9813 9.5464 9.6228
Si 12.2235 12.2277 9.5896
Si 14.9599 4.074 9.3514
Si 8.1833 5.4747 11.0063
Si 10.8799 8.1552 10.7903
Si 8.1638 10.8587 10.7647
Si 10.8847 2.7038 11.0024
Si 13.5524 5.4009 10.6433
Si 5.4995 8.1828 10.9642
Si 13.5907 10.8928 11.0004
Si 5.4279 2.7242 10.69
Si 9.6071 6.8835 12.3231
Si 12.1571 9.4728 12.267
Si 9.387 12.2141 12.2419
Si 12.384 4.0804 12.2163
Si 3.9399 6.7745 12.0142
Si 6.9669 9.5367 12.3035
Si 15.0412 12.3401 12.1983
Si 6.7291 4.0079 12.1515
Si 8.7445 8.6474 13.7096
Si 10.3615 10.4716 13.4525
Si 7.6059 2.2819 13.5042
Si 11.4704 5.884 13.379
Si 2.2309 7.6149 13.4149
Si 5.9518 11.3656 13.3663
Si 14.2039 3.235 13.5187
Si 4.8852 5.0133 13.1684
Si 14.6072 8.4198 -6.2124
Si 9.6942 4.8223 -4.9852
Si 5.9724 5.6851 15.8992
Si 5.6215 6.4144 -4.7374
Si 9.9961 6.8725 20.2552
Si 9.4817 4.8061 -2.1756
Si 11.2149 7.349 -2.3087
Si 11.4162 11.2434 15.3735
Si 14.8202 4.1579 -3.8883
Si 12.2444 3.6733 18.0139
Si 12.2931 5.0143 20.8413
Si 5.4126 7.894 -2.0429
Si 7.7212 5.0559 19.6496
Si 13.7034 2.4223 15.7172
Si 5.3076 6.6512 18.4876
Si 6.8892 10.5905 -2.6327
Si 8.2231 2.3079 18.4358
Si 10.6834 11.5155 -5.1596
Si 13.885 6.179 -1.7017
Si 6.7752 11.3978 20.2295
Si 4.7837 10.8205 16.2597
Si 9.2064 3.6267 -7.8784
Si 6.0536 10.211 -7.4375
Si 12.1348 7.5125 -7.4968
Si 10.8314 11.7246 18.2538
Si 10.2969 5.3214 16.1653
Si 7.8759 3.2928 15.6429
Si 4.709 1.4997 21.9426
Si 14.0893 7.4886 20.5971
Si 12.0427 8.8907 18.9683
Si 8.4266 7.7689 15.9781
Si 8.3488 7.4649 -5.6978
Si 10.1309 11.6084 -8.1438
Si 12.157 3.3109 -5.2086
Si 13.354 8.894 16.1628
Si 7.7929 5.7193 0.2491
Si 12.0034 4.4374 -7.952
Si 6.831 9.4183 18.0162
Si 12.0702 8.8897 -4.8751
Si 4.9557 1.991 -1.8018
O 9.9574 2.2457 0.2299
O 12.9689 10.2836 0.0113
O 14.8674 6.8191 19.3618
O 10.5164 11.2996 16.7195
O 8.0924 8.9434 17.081
O 8.336 8.8246 -4.8011
O 10.6875 3.8811 -1.5847
O 8.7186 7.9139 -7.1932
O 13.6358 9.1839 -5.1642
O 5.976 8.1009 18.3336
O 5.7441 9.43 -2.463
O 8.0739 10.4121 -1.5217
O 5.2123 11.4826 20.6851
O 5.416 11.4025 -8.3121
O 9.0988 11.4431 -4.8278
O 13.7187 7.8585 -7.4474
O 14.0518 5.3016 -3.0509
O 11.3729 10.2609 -4.4305
O 12.7129 4.3219 19.4278
O 8.0486 2.1926 16.8282
O 11.4824 10.4212 18.9768
O 13.2281 8.7618 20.0776
O 14.6243 11.7812 -1.572
O 6.2383 12.0398 -2.3204
O 10.0227 6.294 -2.4694
O 14.7467 12.1733 16.3353
O 4.2136 7.8867 21.7979
O 12.3626 1.8815 -0.7952
O 6.5396 4.168 16.0019
O 10.9073 11.3982 -6.7508
O 9.1238 2.01 -8.0515
O 8.2361 4.953 -1.1553
O 11.4052 1.9886 -4.649
O 9.207 3.9964 -6.2967
O 11.3556 5.4563 14.9631
O 14.6912 7.5888 -1.9456
O 6.7942 7.6637 21.7827
O 10.6361 8.5891 -1.4679
O 10.7571 5.532 20.7667
O 13.4323 3.5229 16.9027
O 5.4591 10.7783 14.8082
O 11.4461 8.2864 -6.2486
O 12.1672 3.2965 -6.8212
O 6.9855 10.6789 -6.1755
O 9.4433 6.3991 -5.2013
O 8.9621 4.279 -3.6307
O 14.0226 1.9056 21.951
O 9.1249 4.3275 15.6515
O 5.5378 2.8957 21.9569
O 5.9755 6.9086 -3.225
O 9.4408 1.3441 18.9099
O 13.4724 7.7549 15.0295
O 11.8472 7.8163 -3.7028
O 4.598 3.0317 -2.9702
O 14.8061 9.4787 16.5218
O 4.8401 9.3948 -6.7919
O 11.7969 2.1389 18.3197
O 12.3549 6.6156 -1.4355
O 5.1889 5.8572 14.5309
O 12.6126 8.4364 17.5167
O 6.9232 6.6889 -5.651
O 5.1438 4.8616 -4.7265
O 7.2412 10.0499 19.4549
O 11.2876 4.5963 -4.7389
O 13.131 6.3419 21.1641
O 9.6855 6.8176 16.4514
O 7.1675 6.7595 15.9281
O 8.6832 6.3406 19.4888
O 11.9653 5.9179 -7.3213
O 4.9087 6.0437 17.051
O 6.2822 5.5372 19.126
O 9.4869 7.8226 21.458
O 11.0632 4.6384 17.4244
O 6.946 1.7987 19.2615
O 5.9899 10.6344 17.3262
O 12.5466 10.108 15.5098
O 7.7124 11.529 21.5407
O 13.6954 3.4213 -4.771
O 8.4019 3.8796 18.7717
O 12.2506 1.7644 15.3131
O 7.5143 4.5165 21.1582
O 10.8962 7.8054 19.306
O 4.3939 7.2208 -5.3842

Results
free energy: -129214.934 eV
free energy less fixed offsets of O -570.45, Si -639.56 eV per atom: -3.904 eV

Forces (eV/angstrom), in the order of the atoms: element, x, y, z
Si -0.0346 0.0067 0.0349
Si 0.0174 0.0009 -0.0416
Si -0.0103 0.0051 -0.048
Si -0.0098 0.0114 -0.0316
Si 0.0046 -0.0064 0.0109
Si 0.0119 -0.0057 0.0304
Si -0.0045 -0.0034 -0.0308
Si -0.0053 0.0049 0.0121
Si -0.0046 0.0038 0.0024
Si 0.0145 0.0201 -0.0373
Si 0.0094 0.0219 -0.0329
Si 0.0008 -0.0073 0.0058
Si 0.0014 -0.0005 0.0117
Si 0.0036 -0.0044 0.0105
Si -0.0035 0.0036 0.0053
Si 0.001 0.0056 0.0025
Si -0.0022 0.0016 -0.0073
Si 0.0001 -0.0006 0.0109
Si -0.0018 0.0046 0.0028
Si -0.0003 0.0018 -0.0012
Si 0.0036 -0.0035 -0.0029
Si 0.0009 -0.0006 -0.0041
Si 0.0031 0.0049 -0.002
Si 0.0001 0.0039 -0.0041
Si 0.0005 0.001 0
Si 0.0024 -0.0009 -0.0056
Si 0 -0.0007 -0.0042
Si -0.0017 0.0037 -0.0035
Si 0.0005 -0.001 -0.0027
Si 0.001 0.0004 0.0002
Si -0.001 0.0007 0.0011
Si 0.0033 -0.0004 0.0016
Si 0.0013 -0.0043 -0.0017
Si 0.0015 0.0003 0.0017
Si 0.0019 0.002 -0.0005
Si -0.0013 0.0003 -0.0023
Si 0.0003 0.0008 -0.004
Si -0.0022 -0.0014 -0.0041
Si -0.0004 -0.0014 -0.0027
Si 0.0012 0.0012 -0.0029
Si 0 -0.0006 -0.0037
Si 0.0012 0.0008 -0.0015
Si 0.0021 0.0014 -0.0033
Si -0.0007 -0.0008 -0.0025
Si 0.002 0.0012 -0.003
Si -0.0009 -0.0003 -0.004
Si -0.0022 -0.0001 -0.0026
Si 0.0015 0.0036 -0.003
Si -0.0006 0.0012 -0.0024
Si 0.0002 0.0002 -0.0033
Si 0.0005 0.0012 -0.0038
Si -0.0024 0.0008 -0.004
Si -0.0002 -0.0004 -0.0024
Si 0.0004 -0.0024 -0.003
Si 0.0023 -0.0009 -0.003
Si 0.0013 -0.0025 -0.0021
Si 0.0029 0.0025 -0.0006
Si 0.0012 -0.0004 0.0013
Si -0.0001 -0.0012 0.0031
Si 0.0036 0.001 0.0007
Si -0.0029 -0.0035 0.0001
Si 0.0002 0.0034 -0.0009
Si -0.0015 -0.0005 -0.0035
Si -0.0019 0.0016 0.0024
Si -0.0037 0.0011 0
Si 0.0025 -0.0006 -0.0041
Si 0.0011 -0.0001 -0.0006
Si 0.0024 0.0006 -0.0006
Si 0.0008 0.0002 -0.0059
Si 0.0002 -0.0037 0.0029
Si -0.0002 -0.0007 -0.0008
Si -0.0024 0.0033 -0.0042
Si -0.0044 0.001 0.0024
Si 0.0022 -0.0011 0.0003
Si -0.0015 -0.0012 -0.0033
Si -0.0019 -0.003 0.0003
Si 0.0009 -0.0019 0.0067
Si -0.0017 0.0013 0.0011
Si -0.0058 -0.0019 0.0026
Si 0.0077 -0.0006 0.0068
Si -0.0076 -0.0107 0.0154
Si 0.014 0.0132 0.0189
Si 0.0032 0.0184 0.0304
Si 0.0073 0.0136 -0.0321
Si -0.0126 -0.0055 -0.0402
Si 0.0166 0.0121 -0.0375
Si -0.0051 -0.0048 0.0197
Si -0.0013 -0.0062 -0.0043
Si 0.0033 -0.0152 0.0431
Si -0.0001 -0.0082 0.011
Si -0.017 -0.0101 -0.0341
Si 0.0027 -0.0043 -0.0077
Si -0.0041 0.0085 0.0404
Si 0.001 -0.027 -0.0511
Si 0.034 -0.0081 -0.0338
Si -0.0075 -0.0275 -0.0291
Si -0.0027 0.0009 -0.0267
Si 0.0016 0.0026 0.0027
Si 0.0037 -0.0069 0.0536
Si -0.0238 -0.0029 -0.061
Si -0.0042 -0.0014 0.0436
Si 0.0057 0.007 -0.0328
Si -0.01 -0.0013 0.022
Si 0.0052 -0.0098 -0.078
Si -0.0097 -0.0074 -0.0088
Si -0.006 0.0039 0.0232
Si 0.0117 0.0228 -0.0444
Si -0.0208 0.0083 0.0498
Si 0.0122 0.0086 -0.0237
Si 0.0176 -0.0051 0.0543
Si 0.0032 -0.0086 0.0602
Si 0.0156 -0.0116 0.0582
Si -0.0007 -0.0024 -0.0069
Si 0.0043 0.0111 -0.0302
Si -0.0154 -0.014 -0.0464
Si 0.0004 -0.0039 0.0517
Si 0.015 0.0052 0.045
Si 0.0003 -0.0126 0.0135
Si 0.0215 0.0094 -0.0322
Si -0.0056 0.0053 0.0213
Si -0.0058 -0.0043 0.0574
Si -0.0084 0.0011 0.0187
Si -0.0114 -0.0018 -0.0264
Si 0.0054 -0.0181 -0.0251
Si -0.0139 -0.0105 0.0642
Si 0.0027 -0.0052 0.0072
Si 0.0049 0.0081 0.013
Si 0.0094 -0.0006 -0.0716
O -0.0138 -0.0158 0.0366
O -0.0133 -0.0161 0.0335
O 0.0077 -0.0019 -0.0171
O -0.0051 0.0044 0.0208
O -0.0098 0.0108 0.0167
O -0.0018 -0.0071 -0.0086
O 0.0108 -0.0119 0.0289
O 0.0031 0.0058 -0.0283
O -0.0032 -0.0038 -0.0047
O -0.0013 0.0086 -0.0142
O -0.0102 -0.0081 0.0175
O 0.0212 -0.0074 0.0846
O 0.0123 -0.0097 -0.026
O -0.005 0.0066 -0.0264
O 0.0206 0.009 -0.0217
O -0.0134 -0.0067 -0.0235
O -0.0118 0.0086 0.0188
O 0 -0.0045 -0.0029
O 0.005 0.0004 -0.0169
O 0.0005 -0.0085 0.0143
O -0.0006 0.0033 0.0012
O -0.0073 0.0088 -0.0172
O -0.0105 0.0005 0.0284
O -0.0176 0.0243 0.0298
O -0.0037 0.0164 -0.0135
O -0.004 -0.0051 0.0136
O -0.0164 0.0003 -0.0288
O 0.0058 0.0008 0.0147
O -0.0039 0.0119 0.0098
O -0.0021 0.0035 -0.0335
O -0.0002 -0.0034 -0.022
O -0.0216 0.0166 0.0436
O -0.0011 -0.0057 -0.0151
O 0.0031 -0.0053 -0.0186
O -0.0097 -0.0124 0.0515
O 0.0122 -0.0101 0.0291
O 0.0051 0.0081 -0.0155
O -0.0148 0.016 0.0633
O -0.0028 0 -0.0113
O -0.0005 0.0056 0.0148
O -0.0137 -0.0125 0.049
O -0.003 -0.0086 -0.0163
O 0.0045 0.0075 -0.0236
O 0.0014 -0.0096 -0.0247
O 0.0007 0.0031 -0.0136
O 0.0063 -0.0009 0.0189
O -0.0036 0.0037 -0.0251
O 0.0068 0.0097 0.0063
O 0.0003 0.0015 -0.0278
O -0.0092 0.0124 0.0306
O 0.0076 -0.0016 -0.0047
O 0.0121 0.0061 0.048
O -0.0065 -0.0092 0.0168
O 0.0064 -0.0127 0.0474
O -0.0003 -0.001 0.0072
O 0.0072 0.0129 -0.0151
O 0.0031 -0.0013 -0.0009
O -0.0116 0.0015 -0.0018
O 0.0177 -0.003 0.0332
O -0.0093 0.008 0.0136
O -0.0005 -0.001 -0.0047
O -0.0017 0.0033 0.009
O 0.0002 -0.0046 -0.0171
O 0.0091 -0.0068 -0.0128
O -0.005 -0.0049 -0.0112
O 0.0001 -0.0072 0.0026
O -0.0023 -0.0041 0.0104
O -0.0067 -0.0052 -0.019
O -0.0106 -0.0067 -0.0279
O 0.0006 0.0022 -0.0041
O -0.0011 -0.0003 0.0039
O 0.0138 -0.0087 -0.0369
O 0.006 -0.0115 0.0082
O 0.0045 0.0041 -0.0136
O -0.0011 0 0.0021
O 0.0002 0.0021 0.03
O -0.0054 0.0025 -0.0372
O -0.0086 0.004 -0.0069
O 0.0021 0.0024 0.0003
O 0.0124 0.0076 -0.0039
O 0.0139 0.0052 -0.0382
O 0.0103 0.0111 -0.0128
O -0.0047 0.0178 -0.0085

The program warned: the cutoff lies below the one the program advises for these potential files; the forces do not sum to zero within the program's tolerance; empty levels may hold ghost states of the PAW files; the exchange-correlation potential is rough where the density is thin.
